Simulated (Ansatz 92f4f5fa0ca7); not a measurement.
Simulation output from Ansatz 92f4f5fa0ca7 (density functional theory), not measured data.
Periodic cell of 227 atoms, Si134O92H1, from a study of silicon, its oxide and their interface. The atomic structure is a simulated model.
Doubt: the cutoff is far below the 930 eV that the study's wrapper takes by default for these files, so forces and energies are approximate.
This geometry differs little from another in the collection (a relaxation step or a small displacement).

Settings: functional PBE; potential files Ansatz PAW; basis plane waves; wave-function cutoff 580 eV; density cutoff ratio 5; exchange-correlation grid ratio 1; k mesh 1 x 1 x 1, Gamma-centred; self-consistency stop 5e-08 eV per atom in the density residual; occupations fixed; spin none; net charge +1 e, with a uniform compensating background and no finite-size correction.

Cell vectors (angstrom)
a, 10.938, 0, 0
b, 0, 10.938, 0
c, 0, 0, 32.2153

Atoms and the computed forces on them: element, x, y, z (angstrom), force x, y, z (eV/angstrom)
Si, 0.1999, -0.3763, 24.8394, 0.0749, -0.0574, -0.0693
Si, 5.4883, -0.3289, 24.6897, 0.1104, -0.102, 0.0607
Si, 2.5638, 2.9175, 24.7493, -0.0832, 0.084, -0.017
Si, 7.9725, 3.1115, 24.5691, -0.1107, 0.0413, 0.007
Si, 0.1726, 5.0318, 24.6901, 0.0093, -0.1207, -0.0801
Si, 5.6541, 5.3118, 24.8461, 0.1129, -0.0845, -0.0186
Si, 2.433, 8.2696, 24.9416, -0.0799, 0.0604, 0.0446
Si, 7.83, 8.4431, 24.6538, -0.0789, 0.0707, -0.0985
Si, 1.3671, 1.3142, 26.0259, -0.004, 0.0032, 0.0352
Si, 6.7945, 1.3572, 25.8238, 0.0017, 0.0272, -0.052
Si, 4.0663, 4.1102, 26.0964, 0.0102, 0.0105, -0.0107
Si, 9.5342, 4.0197, 26.0953, 0.0238, 0.0066, 0.0595
Si, 1.1939, 6.7114, 26.0885, 0.0113, 0.0407, 0.0315
Si, 6.8548, 6.8514, 26.1056, -0.0175, -0.0296, 0.0502
Si, 4.07, 9.4697, 26.1607, -0.0093, -0.0177, -0.0166
Si, 9.455, 9.5189, 26.0479, -0.0297, -0.0057, 0.0509
Si, 2.7438, 0.0034, 27.4456, -0.0032, -0.0314, -0.0058
Si, 8.1583, 0.0537, 27.3646, -0.0282, -0.0065, -0.0019
Si, 0.0098, 2.6791, 27.4316, -0.0025, 0.0122, -0.007
Si, 5.4859, 2.7074, 27.373, 0.0149, -0.0042, -0.0056
Si, 2.7046, 5.4814, 27.4455, -0.025, -0.0113, -0.0009
Si, 8.2393, 5.4775, 27.4443, -0.0095, -0.0167, -0.0185
Si, -0.0781, 8.1842, 27.4351, 0.0236, -0.0043, -0.0161
Si, 5.4828, 8.166, 27.4869, 0.0011, 0.0446, -0.0082
Si, 4.1018, 1.3673, 28.7971, 0.2279, 0.0451, -0.0559
Si, 9.5708, 1.3673, 28.7971, -0.1796, -0.1691, -0.0561
Si, 1.3673, 4.1018, 28.7971, -0.0758, -0.1747, 0.0232
Si, 6.8362, 4.1018, 28.7971, 0.0333, -0.0921, -0.2913
Si, 4.1018, 6.8362, 28.7971, -0.1854, -0.1464, 0.3017
Si, 9.5708, 6.8362, 28.7971, -0.0976, -0.0677, 0.5327
Si, 1.3673, 9.5708, 28.7971, -0.1892, -0.0928, -0.1888
Si, 6.8362, 9.5708, 28.7971, 0.0579, 0.3077, -0.0786
Si, 0, 0, 30.1643, -0.1148, -0.1077, -0.0167
Si, 5.469, 0, 30.1643, -0.0091, -0.0075, -0.0096
Si, 2.7345, 2.7345, 30.1643, 0.0082, 0.0393, -0.0304
Si, 8.2035, 2.7345, 30.1643, 0.0097, 0.0051, -0.0238
Si, 0, 5.469, 30.1643, -0.0284, -0.0059, 0.0033
Si, 5.469, 5.469, 30.1643, -0.1215, -0.0824, -0.0159
Si, 2.7345, 8.2035, 30.1643, -0.0022, -0.0455, -0.0079
Si, 8.2035, 8.2035, 30.1643, 0.0469, 0.0004, -0.0015
Si, 1.3673, 1.3673, 31.5316, 0.0354, 0, -0.032
Si, 6.8362, 1.3673, 31.5316, 0.0065, 0.0048, -0.0329
Si, 4.1018, 4.1018, 31.5316, 0.0129, -0.0184, 0.0016
Si, 9.5708, 4.1018, 31.5316, 0.0009, 0.0065, -0.0214
Si, 1.3673, 6.8362, 31.5316, 0.0087, -0.024, -0.0197
Si, 6.8362, 6.8362, 31.5316, -0.0219, 0.0486, -0.0308
Si, 4.1018, 9.5708, 31.5316, -0.0025, 0.0463, -0.0224
Si, 9.5708, 9.5708, 31.5316, 0.024, -0.0153, 0.0059
Si, 2.7345, 0, 0.6835, 0.0037, -0.0305, 0.0275
Si, 8.2035, 0, 0.6835, -0.054, 0.0455, -0.0016
Si, 0, 2.7345, 0.6835, -0.0089, 0.0026, 0.0279
Si, 5.469, 2.7345, 0.6835, 0.0183, -0.0383, 0.0102
Si, 2.7345, 5.469, 0.6835, -0.0082, 0.0268, 0.0098
Si, 8.2035, 5.469, 0.6835, 0.0048, -0.0133, 0.0198
Si, 0, 8.2035, 0.6835, -0.0039, 0.0036, 0.0178
Si, 5.469, 8.2035, 0.6835, -0.0492, -0.0101, 0.0295
Si, 4.1018, 1.3673, 2.0507, 0.018, 0.0909, -0.0061
Si, 9.5708, 1.3673, 2.0507, 0.0106, -0.0426, 0.0152
Si, 1.3673, 4.1018, 2.0507, 0.1019, 0.0258, 0.0135
Si, 6.8362, 4.1018, 2.0507, -0.0059, 0.0213, 0.0103
Si, 4.1018, 6.8362, 2.0507, 0.0252, -0.0413, 0.0159
Si, 9.5708, 6.8362, 2.0507, 0.0203, 0.0326, 0.0258
Si, 1.3673, 9.5708, 2.0507, -0.0297, 0.0099, 0.0108
Si, 6.8362, 9.5708, 2.0507, 0.1072, 0.0698, 0.0007
Si, 0, 0, 3.418, -0.1773, -0.2888, -0.1257
Si, 5.469, 0, 3.418, 0.0375, -0.0551, 0.0807
Si, 2.7345, 2.7345, 3.418, 0.2696, 0.17, -0.4167
Si, 8.2035, 2.7345, 3.418, 0.0989, 0.2094, -0.0164
Si, 0, 5.469, 3.418, 0.0972, 0.2323, 0.1997
Si, 5.469, 5.469, 3.418, 0.0631, 0.1883, -0.1304
Si, 2.7345, 8.2035, 3.418, -0.1969, -0.0963, 0.217
Si, 8.2035, 8.2035, 3.418, 0.0917, 0.2248, 0.0293
Si, 1.376, 1.3745, 4.6992, 0.0034, 0.0024, 0.0141
Si, 6.8565, 1.3771, 4.773, -0.018, -0.0011, 0.0033
Si, 4.0968, 4.1337, 4.7646, -0.0194, -0.023, 0.0389
Si, 9.5633, 4.1454, 4.7931, 0.0077, -0.0109, 0.0012
Si, 1.3476, 6.8604, 4.8626, -0.0054, 0.0002, 0.0012
Si, 6.8179, 6.8858, 4.776, 0.0071, -0.0159, -0.0024
Si, 4.0994, 9.5597, 4.7857, -0.021, 0.0047, 0.0129
Si, 9.595, 9.5494, 4.8374, 0.027, 0.0107, -0.0024
Si, 2.7357, 0.0411, 6.0684, -0.0117, 0.0468, -0.0046
Si, 8.2464, 0.0699, 6.1573, 0.0168, -0.0044, 0.0531
Si, 0.0828, 2.7835, 6.0484, 0.0213, -0.0153, -0.0118
Si, 5.5544, 2.8218, 6.0932, -0.0047, 0.0246, 0.0689
Si, 2.7565, 5.4989, 6.1979, 0.048, -0.034, 0.0311
Si, 8.2763, 5.6217, 6.1483, -0.0405, 0.0212, 0.001
Si, 0.0362, 8.2264, 6.3568, -0.0378, 0.0185, 0.0694
Si, 5.4453, 8.227, 6.2029, 0.0295, -0.01, -0.0272
Si, 3.9232, 1.6513, 7.2743, -0.1263, 0.0738, 0.1135
Si, 9.9278, 1.239, 7.3772, 0.0978, -0.0456, 0.068
Si, 1.6534, 3.836, 7.4601, 0.0623, -0.0466, 0.0616
Si, 6.7173, 4.451, 7.3873, -0.0529, 0.1161, 0.0106
Si, 4.3745, 6.5762, 7.5497, 0.0521, -0.0935, 0.0565
Si, 9.2593, 7.1772, 7.7179, -0.0201, 0.0639, 0.0296
Si, 1.2105, 9.9433, 7.5365, -0.0418, 0.051, 0.0097
Si, 7.0208, 9.4628, 7.4355, 0.0625, -0.0719, 0.0816
O, 5.5273, 5.4545, 7.9424, 0.0042, -0.0186, -0.0878
O, 0.0323, 0.0912, 7.967, -0.0189, 0.011, -0.1052
O, 2.8072, 2.7239, 7.8526, 0.0609, -0.0495, -0.1164
O, 8.1398, 8.3634, 7.9225, 0.0173, 0.0097, -0.0629
O, 1.3802, 9.4516, 24.4704, 0.003, -0.0396, 0.0786
O, 6.7339, 4.1776, 24.3333, 0.017, -0.049, 0.0565
O, 6.6561, 9.5324, 24.167, -0.0072, 0.0209, 0.067
O, 1.4162, 4.0131, 24.2866, 0.0006, -0.002, 0.0523
O, 6.3906, 10.0546, 8.8498, -0.0322, 0.0702, -0.004
O, 1.0606, 4.259, 8.9523, 0.0008, -0.0066, -0.0643
O, 1.9757, 9.5433, 8.9497, -0.0244, 0.0067, -0.002
O, 7.597, 4.0856, 8.7453, 0.028, -0.0646, 0.0102
O, 9.4793, 6.7266, 9.3329, 0.0202, 0.0053, -0.0942
O, 4.5336, 0.9617, 8.6289, 0.1399, -0.0187, -0.0137
O, 3.7905, 7.0358, 9.0247, 0.0254, 0.0013, -0.0383
O, 9.5634, 2.1725, 8.6927, -0.0699, 0.0125, 0.0218
O, 4.5274, 0.061, 23.3835, -0.0327, 0.0531, -0.1775
O, 8.7093, 3.1494, 23.0443, -0.0116, -0.0113, -0.0548
O, 10.3873, 5.2532, 23.2034, -0.0077, -0.0047, -0.0641
O, 5.2003, 6.0969, 23.4642, -0.0115, 0.0149, -0.0641
O, 8.4074, 7.7948, 23.2473, -0.009, -0.0072, -0.0596
O, 3.301, 2.3899, 23.3549, 0.0094, -0.0832, -0.1151
O, 2.9119, 7.4597, 23.5971, 0.0398, -0.02, -0.1372
O, 10.5157, -0.0209, 23.3364, 0.0321, 0.0114, -0.1264
Si, -0.3998, 9.1459, 12.3531, -0.0211, -0.064, -0.2019
Si, 9.2099, 2.7406, 14.7814, 0.2405, 0.1381, -0.4082
Si, 4.2491, 12.0702, 14.3003, -0.1147, -0.0385, -0.4622
Si, 0.0445, 11.5922, 13.6762, 0.0446, -0.0666, -0.2737
Si, 10.4239, 4.9151, 16.6634, 0.1527, 0.0478, -0.0616
Si, 2.1863, 4.841, 14.9011, -0.0809, 0.0354, -0.2777
Si, 11.0595, 3.7771, 19.5525, 0.1929, 0.2314, 0.2214
Si, 3.445, 0.9727, 22.5576, -0.1416, -0.0123, 0.3744
Si, 2.0706, 9.5211, 10.5702, -0.0215, -0.0085, -0.0575
Si, 0.1954, -3.0314, 20.618, 0.0384, -0.0668, 0.1686
Si, 7.2778, 1.9129, 18.5842, 0.1156, 0.174, 0.9244
Si, 8.2271, 2.7442, 9.4103, 0.0195, 0.0049, -0.0924
Si, 4.6251, -0.3607, 11.7186, 0.0115, -0.0382, -0.2246
Si, 8.7479, 6.9773, 10.7895, -0.0234, 0.0001, -0.0573
Si, 1.4276, 4.3091, 10.5328, 0.0314, 0.0015, -0.0803
Si, 5.029, 11.3858, 19.9976, -0.8837, -0.6647, 0.5144
Si, 11.4158, -0.2212, 21.9833, 0.1407, -0.1145, 0.3753
Si, 3.429, 6.7959, 10.5981, 0.0041, -0.0072, -0.0622
Si, 9.3515, 4.4299, 22.2181, 0.0228, 0.079, 0.3248
Si, 3.527, 7.4695, 15.4604, -0.0264, -0.0194, -0.1075
Si, 4.8174, 3.437, 15.8908, -0.2192, 0.1035, -0.3953
Si, 9.4059, 4.1436, 11.8595, 0.0221, 0.0807, -0.2151
Si, -0.6552, 0.9374, 19.2906, 1.1687, -0.2459, 0.3474
Si, 15.7425, 0.9234, 17.1596, -0.7976, -0.0646, -0.2119
Si, 6.5049, 4.8545, 17.7102, -0.5187, 0.9872, -0.4002
Si, 0.9882, -1.7793, 14.8965, 0.0023, 0.0021, -0.3083
Si, 12.8505, 2.6488, 12.71, -0.0386, 0.0467, -0.2702
Si, 2.194, 5.638, 20.5993, 0.0046, 0.0443, 0.1601
Si, 15.1866, 6.606, 18.4735, -0.2322, 0.2009, 0.0551
Si, 6.4831, -2.4528, 14.6776, -0.0821, -0.2462, -0.3067
Si, 5.5685, 8.3594, 20.5315, -0.0082, -0.2819, 0.2118
Si, 8.4047, 7.1648, 16.879, 0.041, 0.0379, -0.2268
Si, 5.9837, 7.7374, 11.6913, 0.0226, -0.0356, -0.2089
Si, 7.5766, 0.3551, 15.758, 0.4181, -0.2784, -0.8242
Si, 8.2922, 7.1902, 21.735, 0.0541, 0.0109, 0.2075
Si, 3.9678, 6.7204, 22.6307, -0.0266, -0.0265, 0.2346
Si, 5.9165, 0.5845, 9.3756, -0.1112, -0.0108, -0.0413
Si, 9.8717, -1.2489, 17.2245, 0.1787, -0.2979, -0.1226
O, 9.5478, 7.7065, 20.8439, -0.0051, -0.0065, -0.0701
O, 5.9851, 15.4817, 16.1603, 0.1447, -0.1307, 0.2312
O, 11.6333, -1.7525, 21.4847, -0.0129, 0.0799, -0.0624
O, 7.2714, 14.4707, 18.265, 0.339, -2.101, 0.3907
O, 5.6376, 9.9826, 20.5262, 0.042, 0.3847, -0.1536
O, 8.9203, -0.1788, 16.4249, -0.1567, 0.1499, 0.1215
O, 7.1183, 1.6097, 9.1351, -0.0002, 0.0272, 0.0339
O, 0.9968, -4.3521, 21.1441, -0.0296, 0.039, -0.074
O, 6.7003, -2.9839, 13.1543, 0.0213, 0.0561, 0.2477
O, 12.5446, 4.2118, 20.0895, -0.0591, -0.0686, -0.077
O, 0.4891, -2.8829, 19.0118, -0.0167, 0.0351, -0.0772
O, 0.5988, 9.7376, 11.2166, 0.0075, 0.0371, 0.06
O, -1.4639, 8.1733, 11.643, 0.0238, 0.0305, 0.0684
O, 1.6813, 4.0257, 13.5871, 0.0404, 0.032, 0.1477
O, 5.2294, 9.1276, 11.3688, 0.0032, 0.0144, 0.0527
O, 3.2868, 5.4826, 21.7909, -0.0137, -0.0053, -0.0842
O, 7.176, 7.404, 10.6345, -0.0409, 0.0033, 0.0507
O, 4.3304, 0.1679, 18.503, 0.2468, 0.1583, -0.0111
O, -0.3084, 10.5867, 18.3521, -0.2151, 0.1983, 0.0619
O, 1.9556, 0.3604, 22.3502, 0.0567, 0.029, -0.2201
O, -1.0482, 10.5239, 13.0416, 0.0341, 0.045, 0.1156
O, 4.7728, -0.0298, 13.3095, 0.0033, 0.0752, 0.2177
O, 7.5209, 7.6573, 15.6029, 0.032, -0.0249, 0.1594
O, 4.1047, 0.3877, 15.7905, 0.189, 0.0311, 0.3207
O, -2.18, -5.3096, 11.7151, -0.0056, -0.0195, 0.0384
O, 4.6519, 13.4714, 17.2712, 0.1679, -0.0778, 0.1824
O, 2.2914, 3.0536, 11.1767, -0.0067, -0.0334, 0.1246
O, 2.6019, 8.0922, 11.1138, 0.0081, 0.0095, 0.038
O, 9.2117, 3.6168, 13.4069, -0.0522, -0.0838, 0.2295
O, 5.1025, -3.0595, 19.0334, 0.0232, 0.0024, -0.0501
O, 9.7082, 6.3442, 16.3623, -0.0923, 0.0001, 0.0799
O, 5.1653, 5.2522, 18.5688, 0.3, -0.2744, -0.0386
O, 9.4557, 3.7319, 16.052, -0.0938, -0.0477, 0.1411
O, -0.524, 1.6522, 14.8173, -0.1081, 0.0147, 0.1546
O, 6.8014, -11.7673, 14.9468, 0.051, 0.2882, 0.282
O, 2.4172, 8.64, 15.4223, 0.0282, -0.0058, 0.0798
O, 6.5684, 11.7675, 17.1076, 0.5246, 0.6247, 0.957
O, 10.9524, 4.3252, 11.3655, -0.0028, -0.0231, 0.0707
O, 14.6967, -4.0368, 16.9613, 0.0495, -0.0284, 0.0299
O, 5.5927, 0.6946, 10.9685, 0.0209, -0.0046, -0.0503
O, 6.9934, 7.7344, 20.9308, -0.0517, 0.0395, -0.0811
O, 7.8705, 1.7721, 14.9885, -0.1732, -0.1525, 0.2603
O, 10.0289, 14.8053, 20.8222, -0.0325, -0.06, -0.1359
O, 1.2111, 10.7081, 14.4085, -0.0023, -0.0023, 0.1289
O, 2.3935, 5.5772, 10.8144, 0, -0.0153, 0.0431
O, 13.851, 6.2655, 14.5218, 0.0155, -0.0233, 0.1055
O, 11.8695, 4.9969, 15.9199, -0.0365, -0.0057, 0.083
O, 0.3757, 8.3598, 13.5892, 0.0308, 0.0193, 0.1377
O, 4.4523, 7.8758, 21.5967, 0.0574, 0.0915, -0.1403
O, 10.9077, 9.0741, 16.1508, -0.1087, 0.0452, 0.1731
O, 0.6221, 12.5973, 12.5388, 0.0032, -0.0181, 0.1253
O, 8.5947, 3.0509, 10.9622, -0.0277, -0.018, 0.023
O, 10.5737, 0.5738, 20.8397, -0.2156, 0.1491, -0.3653
O, 10.603, 4.7106, 18.279, -0.0836, -0.0331, -0.0486
O, 8.7297, 1.3112, 19.0009, -2.1364, 0.7615, -0.7154
O, 2.8719, 6.3977, 19.3107, 0.0869, -0.0089, -0.0951
O, 11.1899, -8.6829, 18.9653, -0.2646, -0.2143, -0.0861
O, 6.2037, 12.4725, 19.7589, 1.3098, 0.6986, -1.2223
O, 14.2731, 4, 15.6723, 0.1653, -0.0583, 0.1651
O, 8.2356, 5.5523, 21.773, 0.0034, -0.0238, -0.0805
O, 4.7926, 6.6079, 11.523, 0.0119, 0.0053, 0.0341
O, 4.928, 8.1414, 14.9971, 0.0255, 0.0317, 0.1029
O, -2.0659, 8.4859, 17.7309, -0.0118, 0.0466, 0.0475
O, 5.2238, 13.3595, 14.6571, 0.0603, 0.0435, 0.1882
O, 3.0882, -0.2779, 11.1773, 0.0067, 0.0108, 0.0508
O, 7.4941, -4.7952, 17.7691, -0.0737, -0.3095, 0.0533
O, 3.9984, 1.1441, 21.0276, 0.3655, -0.0619, -0.37
O, 13.9234, 1.7843, 13.5575, 0.0878, -0.0294, 0.1478
H, 1.3338, -3.2787, 18.7312, -0.0281, 0.0192, 0.0363

Results
free energy: -137528.974 eV
free energy less fixed offsets of H -15.97, O -568.88, Si -635.61 eV per atom: -4.304 eV

The program warned: the cutoff lies below the one the program advises for these potential files; the exchange-correlation potential is rough where the density is thin.
